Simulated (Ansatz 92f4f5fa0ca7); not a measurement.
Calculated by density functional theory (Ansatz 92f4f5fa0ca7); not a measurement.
Periodic cell of 280 atoms, Si216O64, from a study of silicon, its oxide and their interface. The atomic structure is a simulated model.

Settings
functional: r2SCAN
potential files: Ansatz norm-conserving
basis: plane waves
wave-function cutoff: 1300 eV
density cutoff ratio: 4
exchange-correlation grid ratio: 1
k mesh: 2 x 2 x 1, shifted by 0.5 0.5 0.5 of a step
self-consistency stop: 5e-08 eV per atom in the density residual
occupations: Fermi-Dirac, 0.05 eV
spin: none
net charge: 0

Cell vectors (angstrom)
a 10.888 0 0
b 0 10.888 0
c 0.0593 -0.162 43.5977

Atoms: element, x, y, z (angstrom)
Si -3.6782 -2.5661 -1.8861
Si 1.8237 0.4777 0.7242
Si 0.1885 7.2827 -1.2687
Si 0.7307 6.2022 -4.2086
Si 9.2546 -1.1522 -3.5075
Si 5.9138 1.7132 -0.9594
Si 2.6801 5.6056 2.7327
Si 8.4157 7.7854 0.036
Si 1.7017 2.7144 1.0119
Si 5.0055 4.6133 -0.2599
Si 1.8433 7.3691 1.3396
Si 3.7299 8.983 1.2506
Si 5.4025 2.7344 2.6978
Si 8.9971 3.6073 1.653
Si 6.9322 6.6065 1.4014
Si 9.4153 9.5545 1.2873
Si 0.0414 2.8404 2.7597
Si 2.7829 -0.2601 2.7073
Si 0.0291 8.2507 2.6325
Si 3.6856 3.9076 1.5029
Si 7.3272 1.8577 1.5666
Si 8.1947 0.0302 2.7564
Si 5.4969 8.0746 2.5719
Si 8.1569 5.3746 2.8984
Si 1.3098 4.2464 4.1297
Si 4.0652 1.2937 3.9916
Si 1.3284 9.5093 4.1418
Si 4.1503 6.8278 4.0849
Si 6.7136 4.0611 4.1804
Si 9.6646 1.3162 4.0966
Si 6.762 9.5264 3.9976
Si 9.5895 6.8327 4.0462
Si 0.0346 -0.0105 5.5251
Si 2.7131 2.7448 5.352
Si -0.0232 5.5182 5.5254
Si 2.7383 8.1516 5.4465
Si 5.4189 -0.0196 5.4095
Si 8.1916 2.6823 5.4116
Si 5.418 5.4554 5.5187
Si 8.1617 8.1821 5.3748
Si 1.3929 1.4041 6.8013
Si 4.0506 4.0596 6.8048
Si 1.3825 6.8255 6.8499
Si 4.0768 9.5321 6.8039
Si 6.8105 1.3323 6.7727
Si 9.4985 4.0908 6.8023
Si 6.8233 6.8287 6.7983
Si 9.5029 9.5169 6.8063
Si -0.0006 2.7102 24.5082
Si 2.7379 -0.0326 24.5112
Si 0.0198 8.1772 24.501
Si 2.6852 5.4602 24.4671
Si 5.4567 2.6974 24.4817
Si 8.1472 0.0104 24.488
Si 5.4354 8.1783 24.5186
Si 8.2038 5.4305 24.4994
Si 1.3553 4.0948 25.8476
Si 4.1237 1.3113 25.8558
Si 1.3761 9.5147 25.9013
Si 4.0185 6.8253 25.8356
Si 6.8402 4.0418 25.8235
Si 9.5332 1.324 25.8603
Si 6.778 9.5774 25.8777
Si 9.5547 6.8217 25.8561
Si 0.0146 -0.0055 27.256
Si 2.7665 2.7126 27.1278
Si 0.017 5.4646 27.2369
Si 2.7162 8.1677 27.3138
Si 5.4179 -0.0145 27.3487
Si 8.1597 2.6468 27.2217
Si 5.423 5.4327 27.0643
Si 8.188 8.2284 27.1661
Si 1.4141 1.4313 28.5288
Si 4.1966 4.0027 28.4453
Si 1.4139 6.7451 28.6805
Si 7.1357 9.0974 31.3373
Si 6.8494 1.3104 28.7022
Si 9.4694 4.1005 28.5008
Si 6.6755 6.9055 28.3503
Si 9.5641 9.4873 28.6349
Si -1.212 1.3823 31.1911
Si 2.649 0.1479 30.0782
Si -0.1151 7.9497 30.0371
Si 2.9993 5.3959 29.8333
Si 5.4928 2.7535 29.993
Si 5.3576 -0.3368 33.5109
Si 4.0158 9.5374 28.7785
Si 7.8987 5.4467 29.6069
Si 3.2671 6.1968 33.2643
Si 3.9804 1.6191 31.3549
Si 1.1072 10.2683 31.7104
Si 4.622 6.3077 31.2829
Si 6.3662 4.6012 31.1703
Si 10.8629 2.7645 29.8144
Si 8.2034 10.8041 30.0794
Si 9.0931 6.6853 31.0913
Si -26.2804 -21.6803 36.3681
Si 1.0753 -11.1652 36.2791
Si -8.2231 -1.749 34.1745
Si 26.6858 -12.3294 38.4731
Si 1.3923 12.1815 38.7775
Si -8.0294 -0.3999 40.6686
Si 6.8071 -0.2417 40.6159
Si -18.1543 10.4601 42.9834
Si 9.2912 6.5706 37.5248
Si -23.4712 20.4089 36.9602
Si 20.4066 -6.9058 35.7901
Si 3.7775 -4.428 38.375
Si -11.4029 -18.4268 39.6834
Si 21.9758 -1.5683 41.5698
Si -11.0653 10.7408 43.4019
Si 8.8172 -28.5666 32.7269
Si -28.6723 4.5591 35.7808
Si -16.24 27.5396 40.8282
Si -9.3555 24.4235 36.2656
Si -4.2974 14.0106 36.7894
Si -14.1872 4.6572 39.0915
Si 16.3682 -13.6734 30.0052
Si 13.0161 -17.6679 31.5377
Si -0.4547 13.8016 42.7828
O 4.0989 -16.2981 34.4537
O -11.0089 0.4241 31.9829
O -13.954 10.2793 36.5831
O 27.9594 -5.4867 44.0239
O -20.1239 -12.3576 40.8029
O 8.9751 7.9341 36.7206
O 4.569 16.1177 42.0083
O -8.8083 26.9284 32.7993
O 21.306 -11.6417 36.0838
O -13.4139 19.166 40.4876
O 8.3913 0.0044 40.416
O 10.1134 1.3311 42.9653
O -1.2478 5.454 36.4238
O 22.439 14.4837 31.0868
O -12.1734 -1.227 38.5142
O -4.5126 1.5503 37.0525
O 2.5647 29.3335 33.8272
O -6.2431 -16.0403 39.5078
O 2.237 -4.3422 38.8755
O 15.3748 7.9123 38.1754
O -11.2258 6.8183 38.521
O -9.5879 -0.0673 37.8858
O 0.5855 8.8019 31.2606
O -8.8293 9.4794 35.6457
O 15.633 0.7346 43.2793
O -1.374 5.4494 32.1006
O 16.9859 11.1822 34.7922
O -15.3163 31.4842 32.6845
O 0.5806 6.2955 40.9738
O -12.0464 28.4656 43.0431
O -7.1318 10.0538 39.4056
O -17.9462 -16.2079 37.0357
O 15.6033 0.8342 32.592
O -18.7566 2.8021 31.9809
O 7.2527 -9.6557 43.5764
O 1.4525 -4.0739 43.3956
O -5.718 -11.6542 37.0252
O 8.1765 18.7785 31.7902
O 2.205 -9.8604 40.1617
O -9.0539 -0.8401 33.1325
O -13.6699 -7.5854 36.2266
O -13.7681 -4.8236 38.3874
O 16.2547 -18.0812 35.8806
O 16.6382 24.9004 42.7236
O 21.1863 25.153 41.2762
O 4.2187 -23.1232 34.0383
O -1.5183 14.6448 43.6624
O 6.1304 -9.7377 41.0686
O -19.7299 -19.3659 37.7991
O 6.8983 -16.8585 40.5338
O -10.9632 -19.9012 39.1778
O 23.1989 -9.727 35.5841
O 2.6683 14.495 35.6239
O -12.7135 2.5943 32.1255
O -4.8634 -14.5366 41.2557
O 7.1975 -6.5713 32.5836
O -21.2114 4.4472 39.1696
O 1.0539 3.2571 43.2875
O -15.284 3.8974 38.1954
O 10.8955 -18.5554 36.2049
O -12.3509 -6.8288 34.1995
O 30.6775 -7.1653 39.1566
O -4.2959 9.6425 41.8868
O -4.6328 -44.5829 39.3073
Si -0.0019 2.7406 8.1559
Si 2.7336 0.0242 8.1649
Si -0.0042 8.1817 8.1799
Si 2.7143 5.4247 8.1864
Si 5.4496 2.7102 8.1404
Si 8.1522 -0.0093 8.1677
Si 5.4504 8.1773 8.1609
Si 8.159 5.4558 8.1704
Si 1.3481 4.0823 9.5445
Si 4.0992 1.3656 9.5296
Si 1.3595 9.5524 9.5246
Si 4.09 6.8029 9.5188
Si 6.7939 4.0856 9.5142
Si 9.5258 1.3639 9.5105
Si 6.8002 9.527 9.5385
Si 9.5307 6.8049 9.5335
Si -0.0044 0.0128 10.8885
Si 2.7247 2.7203 10.8884
Si -0.004 5.4477 10.901
Si 2.7223 8.1722 10.8741
Si 5.4453 0.0018 10.8976
Si 8.1637 2.7263 10.8736
Si 5.4426 5.4441 10.8877
Si 8.1661 8.1652 10.892
Si 1.3617 1.3636 12.2521
Si 4.0809 4.0856 12.2497
Si 1.3642 6.8135 12.2461
Si 4.0798 9.526 12.2485
Si 6.8094 1.3667 12.2469
Si 9.5206 4.0815 12.2492
Si 6.8047 6.8027 12.2511
Si 9.5274 9.5316 12.2482
Si -0.0016 2.7244 13.6105
Si 2.7206 -0.0017 13.6115
Si 0.0012 8.1697 13.6088
Si 2.7208 5.4486 13.6086
Si 5.4448 2.7236 13.6085
Si 8.1662 0.0035 13.6095
Si 5.4423 8.166 13.6096
Si 8.1643 5.4422 13.6131
Si 1.3598 4.0869 14.9696
Si 4.085 1.3599 14.9691
Si 1.3612 9.5261 14.9738
Si 4.082 6.8055 14.9719
Si 6.8044 4.0811 14.9736
Si 9.5273 1.3614 14.9721
Si 6.804 9.5292 14.969
Si 9.5289 6.8052 14.969
Si -0.0004 -0.0007 16.3317
Si 2.723 2.7227 16.3267
Si 0.0002 5.4451 16.3343
Si 2.7215 8.1644 16.3356
Si 5.4443 -0.0003 16.3345
Si 8.1657 2.7199 16.3351
Si 5.4426 5.4428 16.3306
Si 8.1663 8.1668 16.3274
Si 1.3627 1.3615 17.6872
Si 4.0843 4.0798 17.6909
Si 1.362 6.8026 17.6989
Si 4.0834 9.5254 17.6959
Si 6.8064 1.3583 17.6987
Si 9.527 4.0822 17.6944
Si 6.8045 6.8052 17.6865
Si 9.5274 9.5246 17.6913
Si 0.0042 2.7195 19.0509
Si 2.7196 0.0014 19.0514
Si -0.0027 8.1648 19.0566
Si 2.7269 5.438 19.0557
Si 5.4435 2.7218 19.057
Si 8.1694 -0.0058 19.0572
Si 5.447 8.1613 19.0534
Si 8.1612 5.445 19.0493
Si 1.367 4.0749 20.4152
Si 4.0804 1.3593 20.4147
Si 1.3582 9.5303 20.4139
Si 4.0907 6.7968 20.4162
Si 6.8031 4.0883 20.4159
Si 9.5358 1.3563 20.4129
Si 6.8098 9.5168 20.417
Si 9.5185 6.8025 20.4131
Si 0.0002 -0.0026 21.7883
Si 2.7206 2.7127 21.7864
Si -0.0032 5.4386 21.7604
Si 2.725 8.1643 21.7609
Si 5.4436 -0.0073 21.7656
Si 8.1738 2.7248 21.7606
Si 5.4471 5.4419 21.7938
Si 8.1641 8.1564 21.7904
Si 1.3706 1.3458 23.1587
Si 4.0777 4.0779 23.1481
Si 1.344 6.817 23.1071
Si 4.0876 9.5148 23.1267
Si 6.811 1.3618 23.1061
Si 9.5424 4.0707 23.1271
Si 6.8079 6.7995 23.1681
Si 9.5213 9.5253 23.1493

Results
free energy: -55240.932 eV
free energy less fixed offsets of O -463.61, Si -117.95 eV per atom: -92.692 eV
pressure: -0.13 GPa
stress xx, yy, zz, yz, xz, xy (GPa, positive in tension): 0.21, 0.12, 0.05, 0.01, 0.01, -0.01

Forces (eV/angstrom), in the order of the atoms: element, x, y, z
Si -0.0227 0.0781 0.0286
Si 0.0871 -0.218 0.0211
Si 0.0762 -0.0339 0.0662
Si 0.0511 0.006 -0.0172
Si -0.1284 -0.0049 -0.0986
Si 0.0583 0.0246 0.1362
Si 0.0243 0.0481 0.0675
Si -0.1011 -0.1 0.1165
Si -0.0728 -0.0172 -0.0179
Si -0.0478 -0.0746 0.0582
Si 0.0939 0.0701 0.0056
Si -0.1517 -0.0112 0.0389
Si -0.0706 -0.0377 0.0348
Si -0.0823 -0.0178 0.074
Si 0.0321 0.1258 0.0084
Si -0.0524 -0.0118 -0.0289
Si 0.0328 0.0083 0.0477
Si -0.0193 0.0237 0.0487
Si -0.0136 0.0318 -0.0217
Si 0.0135 0.0491 -0.0352
Si 0.0894 -0.0424 -0.0192
Si -0.0025 0.0375 0.0565
Si -0.0031 0.0132 -0.0721
Si 0.044 -0.0635 -0.0332
Si 0.0351 -0.0168 -0.0774
Si 0.0138 0.0235 0.0054
Si 0.015 -0.0223 -0.0261
Si -0.049 -0.0196 0.0023
Si 0.0395 -0.0342 -0.0424
Si -0.0066 -0.0182 -0.0512
Si 0.0115 -0.0063 -0.02
Si 0.019 0.0204 -0.0401
Si -0.0041 -0.0034 0.0217
Si -0.0063 -0.032 -0.0201
Si 0.0101 0.029 -0.011
Si -0.0244 -0.0038 0.0329
Si -0.0051 -0.0003 0.0096
Si 0.0056 0.0012 0.0319
Si 0.0023 0.0076 -0.0163
Si -0.0051 0.0072 -0.0134
Si -0.004 -0.0014 -0.0017
Si -0.023 0.0022 -0.0151
Si 0.0113 0.0232 0.0225
Si -0.013 0.0097 0.0093
Si 0.0222 -0.019 -0.0099
Si 0.0023 -0.0203 -0.018
Si 0.0278 0.0206 -0.0169
Si 0.0152 -0.0178 -0.0059
Si -0.0039 -0.0066 -0.0031
Si -0.0001 0.0002 -0.0036
Si -0.0292 0.0163 -0.0023
Si -0.0066 0.0169 0.0058
Si 0.0008 -0.0274 0.0036
Si -0.0038 0.0014 0.0076
Si 0.0026 -0.024 -0.0124
Si -0.0037 -0.0113 0.0016
Si -0.001 0.0121 -0.0043
Si 0.0263 0.0149 -0.0076
Si 0.0318 0.016 0.0113
Si 0.0049 0.0129 -0.0136
Si 0.0077 0.0182 0.0016
Si -0.0087 -0.0024 0.0131
Si -0.0228 -0.0166 0.0075
Si 0.0036 -0.0024 0.0111
Si 0.0191 0.0013 0.0217
Si 0.0088 -0.0019 0.0076
Si 0.0105 -0.0124 -0.0026
Si 0.0055 -0.0171 0.0107
Si -0.0137 0.0004 -0.0007
Si -0.0356 0.0124 -0.0022
Si 0.0123 -0.0232 -0.0138
Si -0.005 0.0174 0.029
Si -0.0245 0.0071 0.0569
Si -0.0031 -0.0006 0.0144
Si -0.0276 0.022 0.0241
Si -0.0249 -0.0414 -0.0877
Si -0.0221 0.0167 -0.0133
Si 0.0025 0.0161 -0.0224
Si -0.0061 0.011 0.0202
Si -0.0037 -0.0521 0.0351
Si -0.0412 0.0277 0.026
Si -0.019 0.0035 0.0128
Si 0.08 0.0064 -0.006
Si -0.0081 -0.0295 0.0266
Si 0.0509 0.0133 -0.0391
Si -0.01 0.0336 -0.0541
Si 0.0319 -0.0115 0.0033
Si -0.0464 -0.0383 -0.0357
Si -0.0676 -0.0544 -0.0288
Si -0.0197 0.0055 0.0017
Si 0.073 -0.0432 -0.0786
Si -0.006 -0.0256 -0.0967
Si -0.0417 0.019 -0.0254
Si 0.0934 0.0503 -0.0062
Si 0.0263 0.0342 0.0057
Si -0.0026 0.0305 -0.0224
Si 0.0005 -0.0292 0.0083
Si -0.0309 0.003 0.0143
Si -0.0158 0.0196 -0.0612
Si 0.0045 -0.0179 -0.0051
Si -0.0101 0.0339 0.0238
Si 0.0755 -0.0452 0.0492
Si 0.0408 -0.0862 -0.0447
Si 0.0583 0.0348 0.0243
Si 0.015 0.0014 -0.0133
Si -0.0007 0.0552 -0.0051
Si -0.0123 -0.021 -0.034
Si 0.006 0.0212 0.0182
Si 0.0142 -0.0344 0.0874
Si -0.0167 0.1229 0.1438
Si -0.0224 0.0516 -0.1165
Si -0.0117 0.0005 -0.0168
Si -0.022 0.0302 -0.0367
Si -0.0521 0.023 -0.0014
Si 0.0223 -0.0248 -0.0034
Si -0.0258 -0.0229 0.0052
Si -0.0263 0.0052 0.0006
Si -0.0414 0.0027 -0.0019
Si 0.093 0.0475 -0.0756
Si -0.0613 -0.0318 0.0712
O 0.0016 -0.0116 0.0127
O -0.001 0.0528 -0.02
O 0.0118 0.0005 -0.0097
O -0.0497 -0.1343 -0.0161
O 0.128 -0.0276 -0.08
O -0.0105 -0.0176 0.004
O 0.0124 -0.0014 -0.0064
O -0.0362 -0.0129 0.056
O 0.0118 -0.0093 -0.0002
O 0.0197 0.0288 -0.0033
O -0.0063 -0.0227 0.0133
O 0.03 -0.0205 0.0236
O 0.0057 0.0045 0.0128
O -0.0324 -0.0047 0.0098
O 0.0018 0.0078 0.0588
O 0.0071 0.0142 0.005
O 0.0049 -0.0054 0.0229
O 0.0062 -0.0024 0.0049
O -0.0329 -0.0109 0.0133
O 0.0045 -0.0113 0.0066
O -0.0128 -0.0155 0.0135
O 0.014 -0.0117 0.0248
O -0.0485 -0.0033 -0.0145
O 0.0005 -0.0072 0.0054
O -0.067 0.0375 -0.0635
O -0.0062 0.0026 0.0612
O 0.0011 0.0136 0.0112
O -0.0014 0.0185 0.0351
O 0.0209 -0.0472 -0.0707
O 0.0669 0.0715 -0.008
O -0.0736 0.0337 -0.0228
O 0.0053 -0.0079 -0.0095
O 0.0436 -0.0546 0.0198
O 0.0019 0.0269 0.0298
O 0.0459 -0.0072 -0.0297
O -0.0144 -0.0066 0.0363
O -0.0023 0.0023 0.0078
O -0.0205 0.0155 0.0152
O 0.0028 -0.0459 -0.0049
O -0.0071 -0.0394 0.0299
O 0.0192 0.0188 0.0073
O 0.0098 -0.007 0.0098
O 0.0341 0.0036 0.0062
O -0.0137 0.0853 -0.0136
O -0.0004 0.0199 -0.074
O 0.0011 0.0058 0.0306
O -0.0103 0.0272 -0.065
O -0.027 -0.0433 -0.0409
O -0.0157 -0.0072 -0.0007
O 0.0229 -0.0078 -0.0212
O 0.0155 0.0112 -0.0294
O 0.0074 0.0178 0.0086
O -0.0255 -0.0049 0.0113
O -0.0047 -0.0372 -0.0031
O -0.0159 0.0119 -0.0414
O 0.0459 0.0086 0.056
O -0.0007 -0.0037 -0.0046
O 0.0114 0.0573 0.0431
O 0.0181 -0.0009 -0.0064
O -0.0141 0.0419 0.0158
O 0.0014 0.0135 0.0031
O -0.0154 -0.0033 -0.0015
O 0.0046 0.0265 -0.0173
O -0.011 0.0146 -0.0304
Si 0.0057 -0.0139 0.0035
Si 0.013 -0.0033 0.0025
Si 0.0109 -0.0018 -0.0037
Si -0.012 0.0122 0.0017
Si 0.0194 0.0085 -0.0067
Si -0.0023 -0.0008 0.0026
Si -0.0163 -0.0034 0.0044
Si -0.0106 -0.0118 0.0041
Si 0.0005 0.0051 0.005
Si -0.009 -0.0197 0.0016
Si -0.0192 0.0123 0.0006
Si 0.007 -0.013 0.0002
Si 0.002 -0.0014 0.0064
Si -0.0031 0.0074 0.003
Si 0.0015 0.0037 0.0014
Si 0.0165 -0.0001 -0.0029
Si 0.0129 -0.0008 0.0006
Si -0.0034 0.0071 0.0024
Si -0.003 -0.0084 0.0007
Si -0.002 -0.0012 -0.0095
Si 0.0059 0.0074 -0.0017
Si 0.0032 0 0.0035
Si -0.0081 -0.0038 0.0017
Si -0.0036 -0.0042 0.0014
Si -0.0007 0.0007 0.0007
Si -0.0014 0.0014 -0.0004
Si -0.0018 -0.0047 -0.0033
Si 0 0.0027 -0.0051
Si -0.0002 -0.0029 -0.0008
Si 0.0007 0.0031 0.0009
Si 0.0103 -0.0022 -0.0008
Si -0.0031 -0.0031 -0.0023
Si 0.0012 0.0031 0.0006
Si -0.0055 -0.0054 -0.0014
Si 0.0034 0.002 -0.0009
Si 0.0004 0.003 -0.0002
Si 0.0038 0.0009 -0.0011
Si 0.0005 0.0039 -0.0001
Si -0.0038 -0.0034 -0.0018
Si -0.0014 -0.0047 0.0012
Si -0.0026 0.0011 0.0008
Si 0.0009 0.0008 -0.0015
Si -0.0007 0.0018 0.0015
Si 0.0016 -0.0038 0.0001
Si -0.0026 0.0044 0.0002
Si 0.0035 -0.0039 -0.0002
Si 0.003 0.0005 -0.002
Si 0.002 -0.0012 -0.0002
Si 0.0001 0.0007 0.0013
Si -0.0001 0 -0.0016
Si -0.0002 0.0001 0.0013
Si -0.0006 -0.0003 0.002
Si -0.0018 0.0005 0.0007
Si 0.0013 0.001 -0.0009
Si 0.001 0.0006 -0.0017
Si -0.0013 -0.0015 0.0004
Si 0.001 0.002 -0.0005
Si 0.0006 0.0043 -0.0018
Si 0.0004 0.0005 0.0023
Si 0.0003 -0.0024 0.0015
Si 0.0015 0.0016 0
Si -0.0013 0.0005 -0.0004
Si -0.0001 -0.0049 -0.0028
Si 0.0005 0.0006 0.0014
Si -0.0001 -0.0014 0.0007
Si -0.0064 0.0077 0.0037
Si -0.0028 -0.0008 0.0013
Si 0.0067 -0.0107 -0.0021
Si -0.0063 0.006 -0.0017
Si 0.0027 -0.0027 0.0008
Si 0.0078 -0.0066 0.0003
Si -0.0058 0.0098 -0.0052
Si -0.0027 0.0103 -0.0022
Si 0.0073 0.0005 0.0023
Si 0.0019 -0.0049 0.0047
Si -0.0085 0.0015 -0.0003
Si 0.012 0.0013 -0.0024
Si 0.0047 0.0118 -0.0001
Si -0.0069 0.0028 0.0029
Si -0.0075 -0.0163 -0.0037
Si -0.0059 0.0105 -0.0003
Si -0.0004 0.0072 -0.0015
Si -0.0018 0.0091 -0.0112
Si 0.0066 -0.0024 -0.0011
Si 0.0022 0.0002 0.0007
Si -0.0103 0.0002 -0.0046
Si 0.0032 -0.0047 -0.0007
Si 0.0105 -0.008 -0.0029
Si 0.0067 0.0033 -0.0005
Si -0.0015 0.0068 0.0075
Si 0.0091 -0.029 -0.0057
Si -0.0039 0.0034 0.0058
Si 0.0068 0.0233 -0.005
Si 0.0105 0.0146 -0.0024
Si 0.0018 0.0128 0.0028
Si 0.0011 -0.0115 -0.0072

The program warned: the forces do not sum to zero within the program's tolerance.
